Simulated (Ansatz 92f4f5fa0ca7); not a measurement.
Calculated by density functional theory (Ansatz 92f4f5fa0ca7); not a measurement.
Periodic cell of 171 atoms, Si99O72, from a study of silicon, its oxide and their interface. The atomic structure is a simulated model.

Settings
functional: r2SCAN
potential files: Ansatz norm-conserving
basis: plane waves
wave-function cutoff: 1300 eV
density cutoff ratio: 4
exchange-correlation grid ratio: 1
k mesh: 2 x 2 x 1, shifted by 0.5 0.5 0.5 of a step
self-consistency stop: 5e-08 eV per atom in the density residual
occupations: Fermi-Dirac, 0.05 eV
spin: none
net charge: 0

Cell vectors (angstrom)
a  11.5403  0  0
b  0  11.5403  0
c  2.4917  1.46  22.1772

Atoms: element, x, y, z (angstrom)
Si  0.3271  6.7929  0.5515
Si  0.4388  12.1445  0.3088
Si  0.2431  3.6257  0.942
Si  3.9569  8.0964  0.2412
Si  4.2344  11.2195  0.65
Si  4.2105  14.2753  0.1946
Si  8.0739  8.1812  0.2331
Si  8.2685  11.3484  0.1485
Si  7.9539  15.2592  0.5306
Si  2.2229  7.538  1.8008
Si  2.2347  11.4277  1.7921
Si  2.3803  3.5175  1.7703
Si  6.0409  7.6036  1.4557
Si  6.2976  11.402  1.6928
Si  5.9819  3.4865  1.6907
Si  9.9201  7.6008  1.6657
Si  10.0769  11.4493  1.6374
Si  9.7904  3.6033  2.0271
Si  2.1485  9.5051  3.1286
Si  2.2945  13.224  3.2317
Si  2.3337  5.5463  3.0442
Si  6.1546  9.4599  3.0091
Si  6.1417  13.2094  3.1558
Si  6.0186  5.5874  2.8828
Si  10.0411  9.5296  3.0452
Si  9.9269  13.1825  3.2237
Si  9.8555  5.6591  3.1072
Si  0.2935  9.552  4.5408
Si  0.3343  13.2229  4.5611
Si  0.3185  5.5958  4.3965
Si  4.1953  9.5119  4.372
Si  4.2457  13.163  4.5276
Si  4.2153  5.5875  4.3878
Si  8.0692  9.4788  4.4228
Si  8.0259  13.2229  4.5886
Si  7.917  5.5945  4.4017
Si  0.2485  7.5653  5.7203
Si  0.3273  11.3825  6.068
Si  0.3667  3.6606  5.8011
Si  4.1291  7.5539  5.6385
Si  4.2702  11.2924  5.949
Si  4.2317  3.6323  5.7175
Si  7.9314  7.5273  5.7317
Si  8.1065  11.3181  5.9788
Si  8.0415  3.6785  5.8427
Si  2.2097  7.6157  6.9857
Si  2.3454  11.3349  7.3485
Si  2.353  3.5988  7.1032
Si  5.9692  7.3697  7.048
Si  6.208  11.2987  7.346
Si  6.0815  3.6427  7.1408
Si  9.857  7.7157  7.0714
Si  9.9515  11.4525  7.5393
Si  10.0186  3.6676  7.2027
Si  2.1925  9.3428  8.6196
Si  2.6258  13.2631  8.6746
Si  2.1253  5.6477  8.1329
Si  6.0265  9.173  8.4645
Si  6.4094  13.4025  8.6057
Si  5.8069  5.485  8.5187
Si  9.8586  9.4164  8.8195
Si  10.2123  13.4941  8.9486
Si  9.7561  5.7424  8.196
Si  0.3387  8.9603  10.0717
Si  0.8896  13.328  10.2468
Si  0.1782  5.978  9.3913
Si  4.1206  8.6993  9.8293
Si  4.755  12.8685  10.1211
Si  3.6684  5.6309  9.844
Si  7.7919  8.7599  9.9591
Si  8.191  14.2345  10.065
Si  7.8775  5.7276  9.5571
Si  6.2892  12.5048  18.0893
Si  3.739  1.7444  16.7747
Si  4.9574  9.4078  14.5542
Si  9.0482  2.1189  17.959
Si  1.3321  4.3746  11.551
Si  8.6925  10.741  17.8529
Si  4.493  2.1015  12.9042
Si  0.3968  4.6924  14.4649
Si  4.6029  7.9823  20.5287
Si  4.6279  6.6761  15.2873
Si  0.9694  5.7545  18.8609
Si  -0.5989  6.8452  16.4423
Si  14.8537  4.0337  14.9364
Si  9.5402  9.1414  15.3627
Si  7.5855  13.3886  13.1097
Si  8.7876  7.8223  18.4475
Si  14.4031  11.5484  14.3753
Si  5.759  10.2039  11.717
Si  9.6662  11.4455  13.6137
Si  4.0637  2.0883  19.7012
Si  10.8901  3.4123  20.1003
Si  6.9691  7.9512  16.1504
Si  3.9297  6.589  18.2174
Si  0.634  11.0373  12.185
Si  5.2556  5.0569  20.0737
Si  10.4971  7.3597  20.7161
Si  9.8112  2.4593  14.9835
O  9.5862  2.739  16.5594
O  7.8997  16.8469  0.0461
O  2.5836  5.9187  18.8805
O  5.4285  12.7508  19.4441
O  8.0882  9.764  -0.244
O  0.0298  5.1675  0.2902
O  4.2248  12.6532  -0.2295
O  6.0242  13.6382  13.4799
O  4.1005  9.7284  -0.1701
O  11.2591  2.0314  20.9084
O  9.5259  0.5613  18.1914
O  9.653  3.0569  19.1158
O  8.3156  7.4649  -1.2239
O  1.7699  4.3967  15.2962
O  3.81  0.6673  13.2345
O  4.4171  9.3941  11.2906
O  9.1822  9.4099  18.6488
O  9.0669  7.1792  19.9133
O  9.821  9.8667  13.9551
O  3.9167  7.1541  10.3863
O  6.2011  6.5935  15.7039
O  0.1832  4.7381  10.4637
O  0.5429  9.5053  11.6358
O  1.218  11.8387  10.8991
O  4.665  6.3723  20.8877
O  0.8807  5.0477  12.9634
O  8.4684  2.7962  14.1136
O  1.4654  11.1862  13.6031
O  8.3341  8.0523  15.2605
O  15.1613  10.2343  14.9449
O  7.9157  7.1482  10.4586
O  8.1247  15.8764  10.4402
O  7.3074  7.8601  17.7524
O  2.8348  4.8566  11.0787
O  3.7207  6.8493  16.6339
O  8.1085  11.8489  13.3574
O  7.2206  9.5959  11.2842
O  5.7483  10.1312  13.3468
O  4.1869  5.3287  14.5639
O  4.4657  3.6273  20.0645
O  1.1868  14.2915  11.5689
O  0.7377  11.5457  -1.2243
O  15.021  3.1384  13.6129
O  8.9915  10.3456  16.3081
O  12.0477  4.2047  19.2128
O  4.4946  2.4348  11.3219
O  4.1963  3.3881  -1.3507
O  5.991  9.2307  15.826
O  9.6455  6.8508  17.4338
O  0.6169  6.3159  17.3678
O  3.4873  7.2843  -1.1615
O  7.1065  11.0873  18.0868
O  5.5459  11.645  10.9624
O  10.6688  11.6609  12.3583
O  5.1798  5.5563  18.5029
O  11.0292  3.3607  14.4507
O  10.2031  12.4334  14.8016
O  14.2816  12.5088  15.7193
O  0.2977  7.3318  10.3343
O  15.479  3.261  16.2145
O  0.207  6.7114  19.9192
O  4.316  8.0224  18.9116
O  7.8931  13.6268  11.5525
O  7.4168  2.1443  17.9427
O  0.1291  13.767  -0.0061
O  4.4267  7.8931  14.2335
O  -0.5196  5.8656  15.1415
O  10.9151  8.388  15.8582
O  3.187  1.9038  18.3081
O  7.8902  2.9469  -0.9162
O  0.8216  7.2556  -0.9656
O  5.2124  1.0183  16.849

Results
free energy: -45072.333 eV
free energy less fixed offsets of O -463.61, Si -117.95 eV per atom: -15.363 eV
pressure: -2.04 GPa
stress xx, yy, zz, yz, xz, xy (GPa, positive in tension): 1.94, 2.18, 1.99, 0.04, 0.16, -0.17

Forces (eV/angstrom), in the order of the atoms: element, x, y, z
Si  -0.2241  -0.0154  -0.5749
Si  0.0083  -0.023  -0.59
Si  -0.3497  0.1136  -0.9909
Si  -0.1175  0.2825  -0.562
Si  -0.0766  -0.2375  -0.614
Si  0.0337  0.0512  -0.5512
Si  0.0298  0.2775  -0.0655
Si  0.2199  -0.4839  -0.015
Si  0.1019  0.3476  -0.4519
Si  -0.0634  -0.0882  -0.0377
Si  -0.2917  0.0535  -0.3402
Si  0.3205  -0.1462  -0.1875
Si  0.1135  0.2116  -0.134
Si  0.0795  -0.0188  -0.5053
Si  -0.1615  -0.1501  -0.0894
Si  0.051  -0.1264  -0.1451
Si  0.058  0.1826  -0.2701
Si  -0.151  -0.0595  -0.102
Si  -0.0697  -0.0453  0.0759
Si  0.0464  0.081  0.3767
Si  0.2031  -0.0403  0.1314
Si  0.153  -0.0302  -0.0445
Si  0.1134  -0.0538  0.1301
Si  0.0824  0.2113  -0.1845
Si  -0.0836  -0.1351  -0.0871
Si  -0.0765  -0.0309  0.2655
Si  -0.2055  0.1373  0.0989
Si  0.0526  0.0681  -0.0079
Si  -0.0524  0.0342  0.0093
Si  0.0896  -0.0465  -0.1118
Si  0.1442  0.0718  -0.1594
Si  -0.1967  0.1269  0.0047
Si  -0.1908  -0.1318  -0.0581
Si  -0.2125  -0.0646  -0.0932
Si  -0.0755  -0.0499  0.0094
Si  0.2966  -0.0485  -0.0677
Si  0.0429  0.0668  0.0405
Si  0.0901  0.0342  0.0268
Si  -0.064  -0.1798  -0.0034
Si  0.0638  -0.0145  0.0604
Si  -0.102  0.1302  0.0735
Si  0.1632  0.0305  0.052
Si  0.01  0.1259  -0.0199
Si  -0.0687  0.002  -0.038
Si  0.115  -0.1514  -0.1122
Si  0.0718  0.2337  -0.1949
Si  -0.1826  -0.0381  -0.1343
Si  -0.0088  -0.3155  0.0346
Si  -0.0789  0.1965  -0.1196
Si  0.0113  -0.0744  0.1362
Si  -0.0921  -0.1404  -0.0666
Si  -0.0196  -0.0048  -0.1786
Si  0.0535  0.0552  0.1103
Si  0.0612  -0.1205  -0.0841
Si  0.1783  -0.0281  0.2487
Si  0.1481  -0.0936  0.204
Si  -0.1015  -0.0271  0.4303
Si  -0.0495  0.0309  0.2319
Si  0.0791  -0.1791  0.033
Si  -0.0685  0.0113  0.3946
Si  -0.0566  -0.0884  0.2426
Si  -0.0559  0.1418  0.1466
Si  0.2832  0.036  0.374
Si  -0.0177  -0.4018  0.482
Si  0.2511  -0.3084  0.0456
Si  -0.3755  -0.1903  0.5313
Si  0.0047  -0.0973  0.5446
Si  0.2748  0.6031  0.0782
Si  -0.5128  0.4241  0.1425
Si  -0.2958  -0.3404  0.5013
Si  0.0001  0.1783  0.6297
Si  0.249  0.1143  0.7672
Si  0.0327  -0.0815  -0.2848
Si  0.0738  0.0776  -0.1143
Si  -0.156  -0.1666  0.3432
Si  0.035  0.0506  -0.3022
Si  0.0298  0.1621  0.3055
Si  0.0649  0.0002  -0.204
Si  -0.0551  -0.0911  0.4345
Si  -0.1419  -0.0735  0.3965
Si  -0.0502  0.3515  -0.5192
Si  -0.0478  -0.1308  -0.0492
Si  0.0608  0.0056  -0.4085
Si  0.0544  0.066  -0.124
Si  0.0074  0.1592  0.2918
Si  0.1748  -0.0094  -0.0304
Si  0.1266  0.0692  0.4176
Si  -0.0832  -0.0616  -0.284
Si  0.1594  0.0196  0.3675
Si  -0.0423  -0.0079  0.4032
Si  -0.0354  -0.1044  0.4142
Si  -0.0489  -0.2996  -0.2727
Si  -0.0078  0.0263  -0.3329
Si  0.0288  -0.0977  0.0037
Si  -0.2419  0.0801  -0.5053
Si  -0.1303  -0.0035  0.2673
Si  -0.0448  0.0667  -0.6476
Si  0.0044  -0.1748  -0.2715
Si  0.054  0.1352  0.2093
O  -0.1193  -0.2305  0.0461
O  0.038  -0.399  -0.1209
O  0.1004  0.0856  0.0918
O  -0.1335  0.2049  0.0162
O  0.0604  -0.3178  0.3164
O  0.3723  -0.041  0.4968
O  -0.0851  0.3723  0.5346
O  -0.1656  -0.0813  -0.3738
O  0.0096  0.096  0.6616
O  -0.3795  0.031  0.5342
O  -0.3351  0.1044  -0.0319
O  0.2029  0.0309  0.2156
O  -0.1942  -0.1791  0.2638
O  0.0332  -0.0197  -0.3062
O  0.0393  0.0986  -0.0113
O  0.1662  0.0989  -0.3166
O  -0.1174  -0.1741  -0.0932
O  0.3688  0.0977  0.1304
O  -0.0639  0.2877  0.0316
O  0.1097  0.1507  -0.515
O  -0.2075  0.4037  0.0459
O  0.3059  0.2783  -0.0094
O  -0.0465  0.2338  -0.5021
O  -0.1771  0.323  0.0139
O  0.0808  -0.0704  -0.0688
O  0.2664  -0.2616  -0.425
O  0.0357  -0.4253  -0.2229
O  -0.1179  -0.0284  -0.4367
O  -0.0042  0.2311  0.2101
O  0.1295  0.1306  -0.2985
O  -0.0537  0.2763  -0.7484
O  -0.1105  -0.4787  -0.6727
O  0.3026  0.0453  -0.0262
O  0.096  0.0576  -0.2653
O  0.2694  -0.0642  0.178
O  0.1871  0.2456  -0.1484
O  -0.0722  -0.0737  -0.3664
O  -0.0285  0.051  -0.4666
O  -0.1153  -0.0318  0.1254
O  0.0337  0.1898  0.054
O  -0.0055  -0.1062  -0.4339
O  -0.0484  0.4035  0.5005
O  0.088  -0.0858  -0.187
O  -0.0069  -0.1471  0.0913
O  -0.2246  0.0188  0.3261
O  -0.0078  -0.4652  -0.1647
O  -0.2715  -0.188  0.6109
O  -0.0223  -0.2704  -0.2455
O  0.0158  0.2592  0.1398
O  -0.1795  -0.0051  0.2635
O  0.0151  0.0783  0.4858
O  0.2064  0.248  0.0428
O  -0.3993  0.1854  -0.0733
O  0.1297  -0.1411  -0.0149
O  -0.1486  -0.0176  0.6884
O  0.0425  0.0774  -0.0593
O  -0.239  -0.0632  -0.3672
O  0.1576  -0.0291  -0.1752
O  0.0661  0.0399  -0.6568
O  -0.1304  -0.1838  -0.1408
O  -0.1771  0.0668  0.1157
O  0.1048  -0.3638  0.5683
O  0.0423  0.0878  -0.327
O  0.0695  -0.2984  0.1168
O  0.3163  -0.1209  0.5635
O  0.2499  0.197  0.2136
O  0.2028  -0.0724  0.0517
O  -0.3781  -0.1628  0.0764
O  0.3761  0.0751  0.254
O  0.0439  0.1049  0.3857
O  0.0856  -0.3033  0.3431
O  -0.0773  0.1275  0.2908
